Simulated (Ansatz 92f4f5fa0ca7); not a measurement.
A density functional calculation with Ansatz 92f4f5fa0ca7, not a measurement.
Periodic cell of 228 atoms, Si133O92Al1F1H1, from a study of silicon, its oxide and their interface. The atomic structure is a simulated model.
Doubt: the cutoff is far below the 930 eV that the study's wrapper takes by default for these files, so forces and energies are approximate.
This geometry differs little from another in the collection (a relaxation step or a small displacement).

Settings: functional PBE; potential files Ansatz PAW; basis plane waves; wave-function cutoff 580 eV; density cutoff ratio 5; exchange-correlation grid ratio 1; k mesh 1 x 1 x 1, Gamma-centred; self-consistency stop 5e-08 eV per atom in the density residual; occupations fixed; spin none; net charge -1 e, with a uniform compensating background and no finite-size correction.

Cell vectors (angstrom)
a 10.938 0 0
b 0 10.938 0
c 0 0 32.2952

Atoms: element, x, y, z (angstrom)
Si 0.308 -0.5144 24.9974
Si 5.7914 -0.0889 25.0388
Si 2.7609 2.5127 24.7056
Si 8.0448 2.8648 24.6482
Si -0.0752 5.7301 24.648
Si 5.6849 4.9831 24.7573
Si 2.7678 8.45 24.812
Si 7.972 8.4611 24.9926
Si 1.2683 1.3609 26.113
Si 7.0264 1.4295 26.2404
Si 4.1673 3.8546 26.121
Si 9.5463 4.2094 25.9842
Si 1.5788 6.7435 26.0271
Si 6.7742 6.7149 26.0455
Si 4.1063 9.7067 26.2332
Si 9.6793 9.3605 26.3424
Si 2.6797 0.0779 27.5408
Si 8.3133 -0.0534 27.5582
Si -0.0653 2.7894 27.4459
Si 5.5418 2.659 27.5707
Si 2.8359 5.3545 27.4638
Si 8.1826 5.4668 27.4763
Si 0.16 8.0108 27.5583
Si 5.4542 8.1777 27.4784
Si 4.1018 1.3673 28.877
Si 9.5708 1.3673 28.877
Si 1.3673 4.1018 28.877
Si 6.8362 4.1018 28.877
Si 4.1018 6.8362 28.877
Si 9.5708 6.8362 28.877
Si 1.3673 9.5708 28.877
Si 6.8362 9.5708 28.877
Si 0 0 30.2442
Si 5.469 0 30.2442
Si 2.7345 2.7345 30.2442
Si 8.2035 2.7345 30.2442
Si 0 5.469 30.2442
Si 5.469 5.469 30.2442
Si 2.7345 8.2035 30.2442
Si 8.2035 8.2035 30.2442
Si 1.3673 1.3673 31.6115
Si 6.8362 1.3673 31.6115
Si 4.1018 4.1018 31.6115
Si 9.5708 4.1018 31.6115
Si 1.3673 6.8362 31.6115
Si 6.8362 6.8362 31.6115
Si 4.1018 9.5708 31.6115
Si 9.5708 9.5708 31.6115
Si 2.7345 0 0.6835
Si 8.2035 0 0.6835
Si 0 2.7345 0.6835
Si 5.469 2.7345 0.6835
Si 2.7345 5.469 0.6835
Si 8.2035 5.469 0.6835
Si 0 8.2035 0.6835
Si 5.469 8.2035 0.6835
Si 4.1018 1.3673 2.0507
Si 9.5708 1.3673 2.0507
Si 1.3673 4.1018 2.0507
Si 6.8362 4.1018 2.0507
Si 4.1018 6.8362 2.0507
Si 9.5708 6.8362 2.0507
Si 1.3673 9.5708 2.0507
Si 6.8362 9.5708 2.0507
Si 0 0 3.418
Si 5.469 0 3.418
Si 2.7345 2.7345 3.418
Si 8.2035 2.7345 3.418
Si 0 5.469 3.418
Si 5.469 5.469 3.418
Si 2.7345 8.2035 3.418
Si 8.2035 8.2035 3.418
Si 1.3724 1.3583 4.7733
Si 6.7814 1.4106 4.8177
Si 4.0799 4.1207 4.7912
Si 9.5593 4.1308 4.7631
Si 1.3318 6.8727 4.8245
Si 6.7695 6.9224 4.6802
Si 4.0322 9.6375 4.8254
Si 9.5216 9.6263 4.7895
Si 2.6574 0.0263 6.2918
Si 8.1716 0.1009 6.1937
Si 0.0352 2.7777 6.0869
Si 5.3912 2.742 6.224
Si 2.7403 5.5248 6.1765
Si 8.1472 5.5864 5.9664
Si -0.0725 8.2572 6.178
Si 5.4615 8.2844 6.0988
Si 3.7599 1.6559 7.6327
Si 9.802 1.2844 7.4583
Si 1.5441 3.9531 7.4615
Si 6.6232 4.4517 7.2803
Si 4.4002 6.6725 7.4226
Si 9.1614 7.1539 7.3916
Si 0.977 9.8378 7.5873
Si 6.9778 9.4528 7.4812
O 5.4938 5.5132 7.8437
O -0.1457 0.0571 7.9112
O 2.6546 2.8366 8.0052
O 8.0839 8.304 7.9067
O 1.5103 9.4553 24.3423
O 6.8501 3.9331 24.1583
O 6.7752 9.5537 25.074
O 0.1427 4.8262 23.2871
O 6.2606 10.0382 8.8556
O 0.6393 4.7208 8.5869
O 1.3684 9.1677 9.0236
O 7.5648 4.0674 8.5587
O 9.5976 6.4193 8.7717
O 4.349 0.9643 9.0287
O 3.9647 7.4044 8.8234
O 9.3536 2.1077 8.817
O 5.69 0.3671 23.4417
O 8.5773 1.9667 23.3224
O 10.307 7.1128 23.906
O 4.7215 5.4759 23.497
O 8.2791 8.543 23.3742
O 2.3295 3.5204 23.4481
O 3.7838 7.9388 23.5797
O 10.1632 -0.1375 23.8165
Si 6.4586 12.2205 15.5866
Si -2.6475 7.9638 14.086
Si 7.4855 4.1111 16.7348
Si -0.4215 3.7118 19.9302
Si 14.289 2.2658 13.2177
Si 3.112 3.8199 18
Si 3.6794 7.4444 14.9868
Si 4.3236 0.8245 22.6782
Si 1.3121 5.9844 13.9848
Si 4.3845 -0.7152 20.2324
Si 4.7566 2.2305 20.1018
Si 7.9641 2.7474 9.4103
Si 9.3812 3.7188 11.7482
Si 10.7664 5.6849 9.6316
Si 2.8874 4.4914 11.6
Si 5.6383 8.0365 12.6973
Si 9.9067 1.1083 22.8161
Si 1.307 8.3861 10.4491
Si 9.9678 -1.0441 20.5584
Si 3.4792 1.5977 15.9977
Si 7.244 6.517 21.0904
Si 16.5326 0.2671 12.7767
Si 0.0808 -2.0949 13.1377
Si 9.466 5.0783 14.5591
Al -9.8787 2.1954 11.3982
Si 3.5359 7.3207 19.7326
Si 1.8362 9.9046 15.4352
Si 0.8753 6.0421 18.635
Si 7.5419 3.6776 19.8414
Si 7.9268 -1.2553 16.6266
Si 0.8866 3.5265 22.6776
Si 5.0629 5.999 17.2747
Si 7.1504 9.0902 19.4716
Si 3.9614 7.1859 10.4454
Si 9.4433 7.6892 22.6382
Si 4.5941 6.8572 22.6333
Si 5.8285 0.5062 9.5901
Si 10.8763 -2.0339 17.7729
O 10.0319 0.4326 21.3165
O 4.5057 7.2665 13.5961
O 11.1534 2.11 23.0932
O 6.9442 -1.6859 17.8693
O 3.5548 8.9669 19.5968
O 0.0888 7.242 17.8086
O 8.0214 3.1977 10.9618
O 4.4957 2.1358 21.7215
O 1.8648 3.6333 10.723
O 13.3242 0.4588 15.6705
O 5.9279 -1.2059 20.3207
O 2.0522 5.2787 12.7653
O 2.8218 8.2049 11.0328
O 3.9871 3.502 12.3321
O 16.5271 -1.3247 13.0692
O 3.7548 6.7676 21.2515
O 1.8086 1.9998 12.9667
O -14.2807 8.7745 15.3234
F -9.6629 0.9103 10.3254
O 3.8022 -0.4201 21.744
O 3.1181 8.9584 15.1132
O 11.7176 -1.0602 14.1933
O 6.5 11.9533 13.952
O 3.3146 1.1626 23.9127
O 4.1059 -10.0906 12.9016
O 6.1445 7.1282 22.1551
O -12.4752 8.9124 13.3547
O -0.9029 4.9455 10.8621
O 7.9064 3.7643 18.2663
O 6.3634 2.5397 19.9528
O 14.5774 2.6632 14.7879
O 4.368 11.6845 19.4619
O 7.1374 7.5114 13.0368
O -2.2259 6.4766 21.8196
O -2.0894 4.385 15.8997
O 2.0092 6.8727 19.4438
O 2.4394 6.3865 15.1068
O 13.7585 2.3969 17.2761
O 9.4696 -1.5591 17.0853
O 6.8296 1.6538 9.0535
O 4.6893 7.1667 16.2264
O 19.9293 6.6281 14.6521
O 4.1851 4.6416 17.1156
O -1.9261 3.4044 20.5538
O 10.3423 13.4063 11.8416
O 7.3119 -3.4325 19.8004
O 0.411 9.1678 11.5706
O 0.7925 6.8582 10.1994
O 4.6735 6.6364 18.759
O 15.9139 11.8822 16.2422
O 3.7113 5.6124 10.7363
O 6.5752 5.4835 16.918
O 10.2656 -2.2707 21.6227
O 1.7355 4.7333 18.0401
O 7.5989 11.2516 16.2809
O 8.9382 4.3546 13.2017
O 0.0254 9.6083 19.2775
O 3.804 14.3428 19.4521
O 5.3593 18.6261 11.1298
O 6.905 5.0228 20.5374
O 1.1486 -1.4973 16.8448
O 0.1637 5.0435 14.6699
O 0.608 -3.5935 13.4521
O 8.4585 9.8812 19.9841
O 6.037 0.4329 11.2016
O 6.7586 2.8457 15.9939
O 0.7831 3.5958 21.0616
O 10.6077 5.2866 19.442
O -0.2105 2.585 18.7763
H 0.4707 2.7121 18.0992

Results
free energy: -140123.298 eV
free energy less fixed offsets of Al -1619.15, F -1619.15, H -15.97, O -568.88, Si -635.61 eV per atom: 4.062 eV

Forces (eV/angstrom), in the order of the atoms: element, x, y, z
Si -0.004 0.0117 -0.0204
Si 0.0582 -0.205 -0.0906
Si 0.0216 -0.0093 -0.021
Si 0.0029 -0.0236 0.0052
Si -0.0059 -0.0052 -0.0506
Si -0.0161 -0.0132 -0.0316
Si 0.0121 -0.0106 -0.0034
Si -0.0492 0.1106 -0.0577
Si -0.0026 -0.0126 0.0117
Si 0.0393 0.0657 0.0195
Si -0.0217 0.0131 -0.0041
Si -0.0053 -0.0084 0.0155
Si 0.0005 0.0067 0.0091
Si -0.0245 0.0085 0.0385
Si 0.0055 0.0138 0.0154
Si 0.0014 0.0029 0.0231
Si 0.0075 -0.0008 0.0043
Si -0.013 -0.0467 -0.0258
Si -0.0019 0.0016 0.0028
Si 0.0051 -0.0136 0.0073
Si 0.0065 -0.0026 -0.0005
Si 0.0104 -0.0086 0.0053
Si -0.0106 -0.0197 0.0115
Si 0.0275 0.0204 -0.0238
Si 0.0234 -0.1202 0.4471
Si 0.231 0.3556 0.1657
Si -0.05 -0.0897 -0.421
Si 0.1014 0.1318 0.1749
Si 0.0633 -0.2526 -0.1945
Si 0.1143 -0.5675 0.1031
Si 0.0921 -0.1421 0.0987
Si 0.0167 -0.2344 -0.2003
Si -0.0036 0.0452 -0.015
Si -0.1379 -0.044 0.0069
Si 0.0339 0.0097 -0.0035
Si -0.0274 0.011 0.0187
Si -0.1873 -0.0264 0.0326
Si 0.0236 0.0494 0.0003
Si -0.0143 0.0696 -0.0027
Si 0.0075 0.1172 -0.0447
Si 0.0712 -0.0831 -0.0106
Si 0.057 0.0307 -0.0414
Si -0.0006 0.0466 -0.0087
Si 0.0978 -0.0734 -0.0096
Si -0.0348 -0.0003 -0.0433
Si 0.0164 -0.0674 -0.0169
Si 0.096 -0.0895 -0.0078
Si -0.0216 0.0114 -0.0067
Si -0.0201 0.0314 0.0259
Si -0.0934 0.0407 0.0191
Si -0.0974 0.0366 0.0216
Si -0.032 -0.0386 0.0044
Si -0.0208 0.0562 0.0107
Si -0.0034 0.0229 0.0145
Si 0.0212 0.008 0.008
Si -0.0145 0.0801 0.0348
Si 0.0588 0.0377 -0.0019
Si 0.0703 -0.0638 0.0241
Si 0.0357 -0.0275 0.0156
Si 0.0291 0.0196 -0.0043
Si 0.0233 -0.1265 0.0061
Si 0.0338 0.0375 0.0107
Si -0.0384 -0.041 0.002
Si 0.1087 -0.0488 -0.0024
Si -0.0814 -0.0205 -0.0776
Si -0.2002 0.1324 0.2391
Si 0.0557 -0.0077 -0.058
Si -0.2056 0.0258 0.1224
Si 0.1139 0.1759 0.0018
Si -0.3004 -0.0945 -0.3147
Si -0.1818 0.1639 0.2823
Si 0.098 0.4941 -0.46
Si -0.0108 0.0036 0.0241
Si 0.0015 -0.0079 -0.0086
Si -0.0081 0.01 0.0115
Si 0.0028 -0.0048 0.0017
Si 0.0071 -0.0068 -0.0033
Si -0.013 0.0168 0.0035
Si 0.0046 -0.0072 -0.0023
Si -0.0101 0.0081 0.0109
Si -0.0115 0.006 -0.0108
Si 0.0181 -0.0133 0.0133
Si 0.0178 -0.0133 0.0168
Si -0.0029 0.011 -0.0103
Si 0.0052 -0.0152 0.0108
Si 0.005 -0.003 -0.0002
Si -0.0048 0.0001 -0.017
Si 0.0168 -0.0109 0.0105
Si -0.0079 0.0025 0.0119
Si 0.0047 -0.0039 -0.0493
Si -0.0101 0.0091 -0.0369
Si -0.0041 0.0118 0.0104
Si -0.0089 0.0112 -0.021
Si -0.0156 0.006 0.035
Si -0.0052 0.0153 0.0249
Si -0.0079 0.0017 -0.0327
O 0.015 -0.0167 0.0085
O 0.0073 -0.0105 0.0078
O 0.0059 -0.0051 0.0154
O 0.0168 -0.0148 0.0077
O -0.0077 0.0066 -0.0101
O -0.0004 0.0121 -0.0058
O -0.0452 0.0812 -0.0004
O 0.0031 0.0042 0.0351
O 0.0065 -0.0087 0.0077
O -0.0117 0.009 0.0336
O -0.0022 -0.0009 0.0074
O -0.0136 0.0197 -0.0152
O -0.006 0.0151 -0.0203
O -0.0082 0.0052 0.0001
O 0.0006 -0.0025 0.0145
O 0.0072 0.0014 0.0275
O -0.0456 0.0152 0.0388
O 0.0001 0.0014 0.0001
O 0.0084 -0.0145 -0.005
O 0.0056 -0.0075 0.0112
O -0.0075 -0.0026 0.0335
O -0.0286 -0.0234 -0.0049
O -0.008 0.0075 0.0034
O -0.0022 0.0076 -0.0055
Si 0.0124 0.0008 0.0134
Si -0.0046 0.0019 0.0124
Si -0.0034 0.0035 0.0062
Si 0.0041 0.0006 0.0034
Si 0.0441 -0.0277 0.0154
Si -0.0042 0.0058 0.0018
Si 0.0051 0.0062 0.0111
Si 0.0114 -0.032 0.0419
Si 0.0001 0.0202 0.0259
Si 0.0019 -0.0001 0.0083
Si 0.0003 0.0013 0.0078
Si -0.0041 -0.0124 -0.0185
Si -0.0328 0.0462 -0.0305
Si 0.0121 -0.0195 -0.0267
Si 0.0176 0.0647 -0.0141
Si 0.0058 0.0035 0.0063
Si 0.0149 0.0038 0.0187
Si 0.0042 -0.0118 -0.0222
Si 0.0075 0.007 0.0094
Si 0.0001 -0.0171 0.0196
Si 0.0008 0.0052 0.0154
Si 0.0265 -0.014 -0.01
Si -0.0054 -0.0016 0.0098
Si -0.0027 0.0141 0.0302
Al 0.0145 -0.099 -0.0191
Si -0.0001 -0.0035 0.0069
Si 0.0016 -0.0061 0.0139
Si 0.0003 0.0022 -0.007
Si 0.0059 0.0039 0.0069
Si 0.0048 0.0004 0.0018
Si -0.0026 -0.0094 0.0314
Si 0.0035 0.0019 0.0025
Si -0.0018 -0.0002 0.0055
Si 0.0007 0.0086 -0.0235
Si -0.0001 -0.0017 0.0086
Si 0.0064 0.0079 -0.0015
Si 0.0032 -0.0026 -0.0084
Si -0.0008 -0.0034 0.0039
O 0.0021 -0.0038 -0.0065
O 0.0058 0.0022 -0.0071
O -0.0014 0.0307 -0.0169
O 0.0008 0.0005 0.0013
O 0.0017 0.001 -0.0025
O 0.0017 0.0014 -0.0013
O 0.0187 0.0065 0.0356
O -0.0008 -0.0044 -0.0079
O -0.0187 -0.0072 -0.0135
O 0.0053 0.0152 -0.0049
O 0.0031 -0.001 -0.0072
O 0.0089 -0.0301 -0.0177
O -0.0046 -0.0013 0.0029
O 0.0019 -0.0061 -0.0025
O 0.0012 0.0006 0.0006
O 0.0029 0.0007 -0.0004
O -0.0259 0.0015 -0.0242
O 0.0031 -0.0044 -0.0052
F -0.0043 0.0598 0.0355
O 0.0117 0.026 0.021
O 0.0005 -0.0011 0.0006
O -0.0033 -0.0021 -0.0073
O -0.0063 0.0004 -0.0099
O 0.0314 0.0123 -0.0277
O -0.0277 0.0247 0.003
O 0.0037 -0.0076 -0.0042
O 0.0078 0.0009 -0.0034
O 0.001 -0.0171 0.0213
O 0.0032 0.0009 -0.0081
O -0.0051 -0.0017 -0.0006
O -0.0094 0.006 -0.0168
O 0.0012 0.0018 0.0006
O -0.0084 -0.0006 -0.0032
O 0.0031 -0.0024 -0.003
O 0.0095 0.001 -0.0122
O 0.0003 0.0024 0.001
O -0.0111 -0.0096 -0.0095
O 0.0022 -0.0064 -0.0085
O -0.0033 0.0016 0.0007
O 0.004 0.0041 0.0115
O -0.0035 0.0003 -0.0055
O 0.0041 -0.0046 -0.0036
O 0.0007 0.0009 0.0017
O -0.0047 0.0002 0.0001
O 0.0082 0.0127 0.015
O -0.0001 0.004 -0.004
O 0.0041 0.0077 -0.0041
O 0.0078 0.0118 0.0125
O 0.0041 -0.0012 -0.004
O -0.006 0.0042 -0.0046
O -0.0068 -0.0223 0.0163
O 0.0038 0 -0.0015
O 0.001 0.0025 -0.0051
O 0.0019 0.0004 0.0008
O -0.0033 0.0021 -0.0026
O 0.0034 -0.0178 -0.0119
O 0.0009 -0.001 -0.0016
O 0.0031 -0.0005 -0.0018
O -0.0008 -0.002 0.0044
O -0.0006 -0.0018 -0.0027
O 0.0061 0.0042 -0.0075
O 0.0047 -0.0098 -0.0068
O 0.0011 -0.0003 -0.0039
O -0.0043 -0.0011 -0.0045
O -0.0034 0.0044 0.0197
O -0.0044 -0.0065 -0.0025
O -0.0002 -0.0002 -0.0007
O -0.0017 -0.0012 0.0042
O -0.0171 -0.0031 0.0164
H 0.0196 0.0067 -0.0185

The program warned: the cutoff lies below the one the program advises for these potential files; the forces do not sum to zero within the program's tolerance; the exchange-correlation potential is rough where the density is thin.
